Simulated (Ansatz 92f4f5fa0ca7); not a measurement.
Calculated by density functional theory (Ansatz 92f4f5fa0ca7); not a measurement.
Periodic cell of 294 atoms, Si196O98, from a study of silicon, its oxide and their interface. The atomic structure is a simulated model.
Doubt: the cutoff is far below the 930 eV that the study's wrapper takes by default for these files, so forces and energies are approximate.
This geometry differs little from another in the collection (a relaxation step or a small displacement).

Settings: functional PBE; potential files Ansatz PAW; basis plane waves; wave-function cutoff 580 eV; density cutoff ratio 5; exchange-correlation grid ratio 1; k mesh 1 x 1 x 1, Gamma-centred; self-consistency stop 5e-08 eV per atom in the density residual; occupations fixed; spin none; net charge 0.

Cell vectors (angstrom)
a, 11.6015, 0, 0
b, 0, 10.938, 0
c, 0, 0, 40.9625

Atoms and the computed forces on them: element, x, y, z (angstrom), force x, y, z (eV/angstrom)
Si, 0, 0, 0.9665, 0.003, 0.1279, 0.0161
Si, 3.8672, 0, 0.9665, -0.0021, 0.0799, -0.0124
Si, 7.7343, 0, 0.9665, -0.0005, -0.0116, 0.0011
Si, 1.9336, 1.3673, 0.9665, 0.0046, -0.0839, 0.0014
Si, 5.8008, 1.3673, 0.9665, 0.0261, -0.0636, -0.0187
Si, 9.6679, 1.3673, 0.9665, -0.027, -0.025, 0.0031
Si, 0, 5.469, 0.9665, -0.0212, 0.053, 0.0068
Si, 3.8672, 5.469, 0.9665, 0.0207, 0.007, 0.0123
Si, 7.7343, 5.469, 0.9665, 0.0015, 0.0063, -0.0011
Si, 1.9336, 6.8362, 0.9665, 0.0038, -0.033, 0.0032
Si, 5.8008, 6.8362, 0.9665, 0.0021, -0.0181, -0.0215
Si, 9.6679, 6.8362, 0.9665, -0.0043, 0.0192, 0.02
Si, 1.9336, 2.7345, 39.9954, 0.0439, 0.1118, -0.0299
Si, 5.8008, 2.7345, 39.9954, -0.0312, 0.107, -0.0643
Si, 9.6679, 2.7345, 39.9954, -0.0192, 0.0258, -0.0103
Si, 0, 4.1018, 39.9954, 0.0083, -0.0589, -0.0052
Si, 3.8672, 4.1018, 39.9954, -0.0157, 0.0688, 0.0926
Si, 7.7343, 4.1018, 39.9954, 0.0274, 0.0495, 0.08
Si, 1.9336, 8.2035, 39.9954, 0.0242, 0.0198, 0.0227
Si, 5.8008, 8.2035, 39.9954, 0.0183, 0.0343, -0.0036
Si, 9.6679, 8.2035, 39.9954, -0.0308, -0.1066, 0.1016
Si, 0, 9.5708, 39.9954, -0.0138, -0.1766, -0.0768
Si, 3.8672, 9.5708, 39.9954, -0.0192, -0.1313, -0.0592
Si, 7.7343, 9.5708, 39.9954, 0.0047, 0.0073, -0.0189
Si, 0, 0, 4.8337, 0.0284, 0.2255, 0.1989
Si, 3.8672, 0, 4.8337, -0.0515, 0.2053, -0.0785
Si, 7.7343, 0, 4.8337, 0.0397, -0.0767, -0.042
Si, 1.9336, 1.3673, 4.8337, -0.0467, -0.1923, -0.0311
Si, 5.8008, 1.3673, 4.8337, 0.0195, -0.0849, 0.2172
Si, 9.6679, 1.3673, 4.8337, 0.1267, -0.0888, -0.0497
Si, 0, 5.469, 4.8337, -0.0809, 0.0777, -0.1814
Si, 3.8672, 5.469, 4.8337, 0.026, -0.1321, 0.2362
Si, 7.7343, 5.469, 4.8337, 0.057, 0.0044, 0.0798
Si, 1.9336, 6.8362, 4.8337, -0.0977, 0.1059, -0.0158
Si, 5.8008, 6.8362, 4.8337, -0.2467, 0.0055, -0.1865
Si, 9.6679, 6.8362, 4.8337, 0.2471, -0.0328, -0.219
Si, 1.9336, 2.7345, 2.9001, -0.01, 0.1212, 0.0468
Si, 5.8008, 2.7345, 2.9001, 0.017, 0.0924, 0.0521
Si, 9.6679, 2.7345, 2.9001, 0.0028, 0.0477, 0.0353
Si, 0, 4.1018, 2.9001, 0.0347, -0.0561, -0.0126
Si, 3.8672, 4.1018, 2.9001, -0.0547, -0.0256, -0.002
Si, 7.7343, 4.1018, 2.9001, 0.0038, 0.04, -0.0727
Si, 1.9336, 8.2035, 2.9001, -0.0012, -0.0115, -0.0579
Si, 5.8008, 8.2035, 2.9001, 0.0099, -0.0359, -0.0569
Si, 9.6679, 8.2035, 2.9001, -0.0168, -0.0335, -0.024
Si, 0, 9.5708, 2.9001, -0.0087, -0.1929, 0.0796
Si, 3.8672, 9.5708, 2.9001, 0.0084, -0.0868, 0.0244
Si, 7.7343, 9.5708, 2.9001, 0.0343, 0.0363, -0.0346
Si, 5.777, 2.8868, 32.346, -0.0124, -0.0304, 0.0124
Si, 7.7263, -1.1735, 32.2921, -0.0107, 0.0501, 0.0228
Si, 4.6185, -4.7519, 26.5424, -0.0001, -0.0033, 0.0052
Si, -1.1339, 5.796, 19.0089, -0.0023, -0.0005, -0.0149
Si, 2.2145, 5.0163, 31.4315, 0.0348, -0.0383, 0.0295
Si, 5.7647, -2.5858, 32.2148, -0.026, -0.0016, -0.0035
Si, -3.1287, 6.1855, 31.0326, -0.0141, 0.0193, -0.015
Si, -1.8545, 1.3546, 20.8363, 0.0002, -0.0008, -0.0013
Si, 6.2742, 6.934, 30.4025, 0.0296, -0.0024, 0.0157
Si, -2.4084, 10.7151, 28.6985, -0.0012, 0.0015, -0.0041
Si, 9.3209, 11.2641, 31.0307, -0.0073, -0.0022, -0.0038
Si, 4.1205, 4.8075, 29.2391, 0.0024, 0.0005, -0.0035
Si, 2.1974, 7.4485, 32.0341, -0.0055, -0.0192, 0.0084
Si, 10.978, 3.928, 28.6452, -0.0003, 0.0129, 0.0054
Si, 11.497, 4.4305, 32.0572, -0.0179, 0.0502, 0.0012
Si, 5.6413, 2.2718, 30.1015, 0.0055, 0.0021, 0.0072
Si, 3.7001, 9.4186, 31.9228, 0.0211, 0.0049, -0.0048
Si, 6.0889, 2.4293, 25.8528, -0.001, 0.0019, 0.0057
Si, -2.356, 8.0108, 32.4861, 0.0528, -0.0204, -0.0205
Si, 9.6775, 13.5266, 32.1802, 0.0002, -0.0117, 0.0064
Si, 10.9096, 9.6738, 31.9808, -0.0238, -0.0017, 0.014
Si, 2.8999, 9.0069, 24.433, -0.0017, 0.004, 0.0056
Si, 0.6309, 4.7983, 25.7926, 0.0009, -0.0023, 0.0029
Si, 13.0013, 12.3672, 28.5494, 0.0039, 0.0001, 0.003
Si, 0.1239, 0.0522, 33.9526, -0.004, 0.0011, -0.0092
Si, 3.8814, -0.0796, 33.9877, -0.0181, 0.0003, 0.006
Si, 7.8404, 0.0428, 34.2713, -0.02, -0.014, -0.0262
Si, 2.1774, 1.5805, 34.0047, 0.0193, -0.0037, 0.0045
Si, 5.8621, 1.3052, 34.1147, 0.009, 0.0219, -0.0196
Si, 9.786, 1.4092, 34.2133, 0.0132, 0.0032, -0.0109
Si, -0.1098, 5.4748, 34.197, -0.0013, -0.0127, -0.026
Si, 3.7742, 5.3938, 34.3183, -0.0117, -0.0032, 0.0035
Si, 7.6755, 5.4422, 34.3335, 0.0018, -0.0002, 0.0174
Si, 1.8528, 6.79, 34.2628, 0.0053, 0.0115, 0.0071
Si, 5.7315, 6.8284, 34.1349, 0.0098, -0.0011, -0.0042
Si, 9.5653, 6.82, 34.4229, -0.0086, -0.0002, 0.0093
Si, 1.9367, 2.7136, 36.1058, 0.0011, 0.007, -0.0016
Si, 5.7608, 2.6597, 36.1006, -0.0079, 0.0065, 0.0002
Si, 9.6798, 2.746, 36.1533, 0.0066, 0.0097, 0.0086
Si, 0.0026, 4.0943, 36.1212, -0.0017, -0.0063, 0.002
Si, 3.8675, 4.0607, 36.218, 0.0073, -0.0044, 0.0099
Si, 7.6816, 4.0326, 36.1853, -0.0049, 0.0001, -0.0114
Si, 1.9297, 8.2395, 36.1259, -0.0051, -0.0013, -0.0032
Si, 5.7796, 8.1805, 36.0934, -0.0006, 0.0034, 0.0015
Si, 9.7081, 8.2951, 36.2044, -0.0113, -0.0016, -0.003
Si, 0.0603, 9.6748, 36.0267, 0.0151, -0.0064, 0.0034
Si, 3.8719, 9.5878, 36.0526, -0.0056, 0.0016, -0.0052
Si, 7.7272, 9.5638, 36.1497, 0.0121, -0.0033, 0.0048
Si, 0, 0, 38.0618, 0.0926, 0.1854, -0.2873
Si, 3.8672, 0, 38.0618, 0.0273, 0.0066, -0.3287
Si, 7.7343, 0, 38.0618, -0.1131, 0.0357, 0.1372
Si, 1.9336, 1.3673, 38.0618, -0.0799, -0.0994, -0.0435
Si, 5.8008, 1.3673, 38.0618, -0.0342, -0.2507, 0.0683
Si, 9.6679, 1.3673, 38.0618, 0.0222, -0.1116, 0.0672
Si, 0, 5.469, 38.0618, 0.064, 0.05, -0.1059
Si, 3.8672, 5.469, 38.0618, 0.0484, 0.0513, 0.462
Si, 7.7343, 5.469, 38.0618, -0.0949, -0.0542, 0.0708
Si, 1.9336, 6.8362, 38.0618, -0.0129, 0.087, -0.1153
Si, 5.8008, 6.8362, 38.0618, -0.041, 0.0122, -0.1075
Si, 9.6679, 6.8362, 38.0618, 0.1569, 0.142, 0.1683
Si, 1.9007, 2.7062, 6.7814, 0.0018, 0.0104, -0.0037
Si, 5.8285, 2.7219, 6.8031, 0.0024, 0.0073, -0.0042
Si, 9.7113, 2.7036, 6.7768, 0.0014, -0.0002, -0.0028
Si, 0.0272, 4.1128, 6.7496, -0.0006, -0.0081, 0.0031
Si, 3.8542, 4.0371, 6.7747, 0.0001, 0.0019, 0.0087
Si, 7.7821, 4.0539, 6.7328, -0.0027, -0.0014, 0.0017
Si, 1.9155, 8.2745, 6.7269, 0.0028, 0.0066, -0.0016
Si, 5.7336, 8.2427, 6.7163, 0.0049, 0.0119, 0.001
Si, 9.7667, 8.2101, 6.7333, 0.0042, 0.0064, -0.0061
Si, 0.0106, 9.677, 6.8619, -0.0035, -0.0046, -0.004
Si, 3.8048, 9.6626, 6.8017, -0.0086, -0.0044, -0.0095
Si, 7.7518, 9.4548, 6.689, -0.003, -0.0034, 0.002
Si, -0.0573, 0.0465, 8.953, -0.0062, -0.0026, 0.0063
Si, 3.7127, 0.1699, 8.7334, 0.0192, 0.0004, 0.0014
Si, 7.6802, -0.2006, 8.6063, -0.0021, -0.0086, -0.0065
Si, 1.7248, 1.6235, 8.9039, -0.0052, -0.0041, 0.0042
Si, 5.7762, 1.2321, 8.6608, -0.0151, 0.001, -0.0019
Si, 9.5036, 1.3046, 8.6981, 0.0057, 0.0066, -0.0022
Si, 0.2136, 5.4042, 8.7312, -0.004, 0.0045, 0.0002
Si, 3.8776, 5.4268, 8.673, 0.0086, 0.0163, -0.0053
Si, 7.8299, 5.5808, 8.5007, -0.0039, 0.0229, -0.0012
Si, 2.0576, 6.9106, 8.6125, 0.0171, -0.0089, 0.0159
Si, 5.8099, 6.7167, 8.4787, -0.0017, -0.0233, 0.0262
Si, 9.8149, 6.8341, 8.6322, -0.0217, -0.0114, 0.0118
Si, -1.2086, -2.602, 17.3126, 0.0007, 0.0022, 0.0019
Si, 3.283, 4.6055, 10.851, 0.0115, 0.0043, 0.0076
Si, 8.031, 4.7797, 10.655, -0.0324, 0.0248, 0.0215
Si, 1.7287, 6.8286, 14.104, 0.0201, -0.0135, -0.0359
Si, 4.1343, -1.2685, 10.514, -0.0155, 0.011, 0.0082
Si, 8.4643, 2.4444, 10.4847, -0.0182, -0.0264, 0.0196
Si, -1.8106, 8.0633, 10.6438, -0.02, 0.0119, -0.0178
Si, 9.7238, 5.9704, 11.7733, 0.0336, -0.0349, 0.0059
Si, 5.8312, 8.0848, 10.3076, 0.0055, -0.0204, -0.0424
Si, 5.2857, 7.2629, 12.4667, -0.0255, 0.0106, 0.0318
Si, 7.7272, 9.3894, 10.5733, 0.0369, -0.0106, -0.0047
Si, 10.0281, 11.1978, 14.3121, -0.0017, 0.0017, 0.0026
Si, 1.1486, 3.7255, 10.2982, -0.0075, 0.0064, 0.0009
Si, 3.0082, 0.8091, 23.2391, -0.0007, 0.0008, 0.0022
Si, 9.7058, 2.4782, 12.3962, -0.0134, -0.0075, -0.0327
Si, 6.1259, 1.4271, 23.0532, -0.0012, -0.0003, 0.0043
Si, 6.4479, 5.194, 12.3947, 0.0042, -0.0427, -0.053
Si, 4.9869, 3.4134, 11.9899, -0.0098, -0.001, 0.0331
Si, 0.4134, 9.4691, 13.1793, -0.014, 0.0157, -0.0087
Si, 8.8436, 0.033, 23.3351, 0.0001, 0.001, 0.0031
Si, 3.051, 6.5876, 12.1563, -0.0035, -0.0078, 0.0065
Si, 2.3765, 2.6352, 20.7387, -0.0021, -0.0018, -0.001
Si, 2.9534, 10.9325, 14.6306, 0.0009, 0.0179, -0.0051
Si, 13.8403, 8.2059, 10.6011, 0.0035, -0.0076, -0.0139
O, 28.3524, 5.7402, 30.1184, -0.0097, -0.0068, -0.0016
O, 17.8365, 17.2312, 26.4319, -0.0002, 0.0002, -0.0021
O, 17.9596, 2.174, 21.6377, 0, -0.0007, -0.0001
O, -10.4112, -30.3668, 19.6447, 0.0024, -0.0009, 0.0033
O, 13.8906, 4.1398, 21.3652, -0.0013, -0.0012, -0.0012
O, -21.2221, 14.8329, 25.5513, -0.0001, 0.002, -0.002
O, 15.7189, 20.7175, 14.5821, -0.0126, -0.0014, 0.0203
O, 27.1635, -5.0809, 22.3889, 0.0037, 0.0009, 0.003
O, 15.3315, -1.0609, 28.4439, 0.001, -0.0013, -0.0055
O, 26.8585, 1.3231, 13.9867, -0.0145, -0.0212, 0.0091
O, 0.9671, -2.3679, 29.1884, -0.0027, 0.0046, -0.0102
O, 17.8522, -19.2865, 24.2198, -0.0004, 0.0006, -0.0022
O, -19.7929, 4.6849, 17.5436, -0.0009, 0.0018, 0.0034
O, 10.3657, 2.8268, 20.4929, -0.0017, 0.0002, 0.0019
O, 17.4249, -9.9171, 19.2412, -0.002, -0.002, 0.0004
O, 2.482, 18.5539, 15.3375, -0.0084, 0.0046, 0.0095
O, -9.1416, 0.4378, 16.1399, -0.0026, -0.0032, 0.011
O, -10.5119, 17.2897, 25.5914, -0.0013, 0.004, -0.0016
O, 20.7126, 24.632, 25.5251, 0.0002, 0.0009, -0.003
O, 22.1178, -20.7084, 13.0191, -0.0003, -0.0075, 0.0057
O, 2.5063, 32.0628, 23.3449, 0.0002, -0.0032, -0.0003
O, 4.4816, 13.4915, 26.1271, -0.0005, 0.0006, -0.0019
O, -2.6769, 8.6718, 16.6387, -0.0065, -0.0069, 0.0022
O, -18.4602, 2.4438, 17.3768, 0.0009, -0.0102, 0.0075
Si, 29.3981, -4.5379, 17.394, 0.0016, -0.0075, 0.0088
Si, 16.3079, 6.554, 23.644, 0.0005, -0.0007, 0.0059
Si, 10.6903, 16.7078, 30.289, -0.0177, -0.0173, 0.015
Si, 7.0023, -2.1836, 27.965, -0.0002, 0.0008, 0.0083
Si, -2.2695, 4.305, 25.0211, -0.0017, -0.0009, 0.0055
Si, 8.6651, 1.2456, 26.0184, 0.0007, 0.0011, 0.0055
Si, 0.2203, 9.4616, 28.0335, -0.0002, 0.0044, -0.0001
Si, 16.2019, 3.9304, 16.7213, -0.0065, 0.0019, -0.0165
Si, 5.5384, -1.706, 13.9466, 0.0275, 0.0081, -0.0854
Si, 14.3539, -5.2307, 21.3171, 0, -0.003, 0.0016
Si, 6.8605, 1.9711, 20.1006, -0.0017, 0.0001, -0.0024
Si, 16.366, 2.5301, 14.125, 0.0037, 0.0133, -0.0436
Si, 3.7129, 10.7885, 29.8254, 0.0007, 0.002, 0.0061
Si, 11.6508, 10.1039, 19.4757, -0.0012, 0.0021, -0.0019
Si, 11.776, 9.3872, 10.8257, 0.0025, 0.0088, 0.002
Si, 13.4303, 19.0078, 16.77, 0.0016, 0.0016, 0.0016
Si, 8.7502, 5.9128, 13.899, 0.0182, -0.0173, -0.0323
Si, 14.9708, 17.0963, 18.2488, -0.0029, -0.0011, -0.0029
Si, 10.3407, 2.2536, 16.3452, -0.0047, -0.0058, -0.0064
Si, 11.358, 3.0551, 19.2044, -0.0022, -0.0038, -0.0071
Si, -4.0019, -24.8585, 15.9197, -0.0058, 0.0246, 0.0229
Si, -3.7184, 12.8983, 14.7465, -0.0044, -0.0021, 0.0022
Si, -15.6324, 15.9336, 19.7767, -0.005, -0.0015, 0
Si, 11.3485, 4.5498, 14.5192, 0.0147, -0.0211, -0.0246
Si, -8.1181, 3.5622, 32.8099, 0.0079, 0.0174, -0.0237
Si, 6.2486, 23.6177, 10.9076, 0.0318, 0.0561, -0.0085
Si, 7.7882, 5.8886, 22.874, -0.0009, -0.0033, 0.0064
Si, 0.8616, 7.9396, 25.2431, 0.0036, 0.0002, 0.0089
Si, 23.3788, 7.6161, 21.2549, 0.0051, 0.0025, 0.0022
Si, -7.2551, 1.4714, 18.6384, 0.0022, 0.0021, 0.0021
Si, 11.2803, -6.7405, 12.1786, -0.0041, 0.0327, 0.013
Si, 7.7254, 28.0438, 27.0477, 0.0016, -0.004, 0.0088
Si, 15.8657, 9.1715, 27.0668, -0.0013, 0.0014, 0.005
Si, -8.9923, 21.7579, 17.6954, -0.0036, 0.0042, -0.0047
Si, -1.4015, 8.1039, 22.9785, -0.0048, 0.0036, 0.0053
Si, 14.4403, 2.5259, 25.8844, -0.0007, -0.0002, 0.0053
Si, -3.7577, -6.7247, 32.3433, 0.0081, -0.0009, -0.0042
Si, 11.9679, 18.9127, 30.6308, -0.0053, -0.0046, 0.0102
Si, 17.6376, 10.5354, 11.9234, -0.0259, -0.0375, 0.0515
Si, 19.3767, 3.6366, 28.2611, 0.0011, 0.0037, 0.0074
O, -9.0486, 1.5729, 24.6008, 0.0001, 0.0006, -0.0022
O, -16.1899, -9.849, 26.1487, 0.0005, -0.0014, -0.0015
O, -2.1938, 14.3535, 28.3578, -0.0028, -0.0022, 0.0009
O, 18.4179, 17.0837, 18.897, -0.0064, 0.0036, -0.0065
O, 13.5461, 6.8429, 17.8373, 0.0005, 0.0004, 0.0029
O, 2.3044, 1.533, 21.9489, -0.0004, 0.0001, 0.0002
O, 33.1007, 27.1388, 14.8752, -0.029, 0.0122, 0.0109
O, 12.2041, -24.9466, 13.5048, 0.0037, -0.0051, 0.0129
O, 37.0625, 1.9689, 27.2879, -0.0028, -0.0004, -0.0004
O, 8.9523, 7.0319, 22.978, 0.0035, 0.0034, -0.0021
O, 18.701, 2.6317, 29.3637, 0.0063, -0.0011, 0.0012
O, 4.2275, 27.6462, 25.0125, -0.0005, 0.0005, -0.0036
O, 24.7082, 6.7208, 21.6917, -0.0029, 0.0026, -0.0004
O, 14.4084, -34.5398, 17.4286, -0.0016, -0.0007, 0.0019
O, 10.2234, -1.47, 28.3685, 0.0004, 0.0008, 0.004
O, 34.0282, 0.239, 20.3611, -0.0003, 0.0002, 0.0011
O, 14.9958, -4.8866, 19.8646, 0.0004, 0.0007, -0.003
O, 16.2337, 33.6015, 23.0949, 0.0008, 0.0007, -0.0006
O, 27.3375, 16.0339, 27.6376, 0.0011, 0.0038, -0.0036
O, 13.253, -0.5317, 13.7704, 0.0052, -0.0065, 0.0052
O, -7.8723, 2.3722, 19.8712, -0.0008, -0.0004, 0.0009
O, -5.6568, -6.0492, 16.7345, 0.0028, 0.0058, 0.0024
O, 0.6275, 11.0332, 28.0407, 0.0008, -0.002, 0.0005
O, -26.4141, 22.2745, 14.4697, 0.0016, -0.0015, -0.0018
O, 33.9151, 2.2693, 17.9233, 0.0011, 0.0001, 0.0145
O, 18.1195, 19.9777, 15.2822, -0.0076, 0.0036, 0.0081
O, 22.6775, 8.075, 24.3648, -0.0006, -0.0002, -0.0022
O, -0.9124, -10.1617, 15.7198, -0.0016, -0.0005, 0.0049
O, 32.5128, 22.7447, 27.4661, 0.0007, 0.0013, -0.0016
O, 47.4087, 38.365, 14.8468, 0.0136, 0.0221, 0.0154
O, 8.4116, 4.6024, 23.7007, -0.001, 0.0016, -0.0028
O, -17.0397, 7.9245, 29.0886, -0.0033, 0.0069, -0.0093
O, 19.8781, -3.6303, 14.5849, 0.0094, -0.007, 0.003
O, 30.9093, -0.8962, 28.628, -0.0003, 0.0005, 0.0004
O, -3.9888, -5.6651, 28.4418, -0.0011, -0.0018, -0.0041
O, 18.8149, -10.7365, 23.2021, -0.0012, 0.0009, -0.0018
O, 20.4519, 5.4519, 26.1141, 0.0005, 0.0007, -0.004
O, 11.9102, 24.4542, 29.0462, -0.0032, 0.0031, -0.0001
O, 7.3248, -5.8688, 13.8177, 0.0074, 0.003, 0.0164
O, -3.2978, -9.7407, 20.0761, -0.0008, -0.0001, 0.0021
O, 19.12, -5.5272, 21.3446, 0.0003, 0.0028, 0.0022
O, -3.0864, 2.8159, 13.5042, -0.0007, 0.0035, -0.0037
O, -34.092, -1.9748, 20.4591, 0.0002, 0.0017, 0.0012
O, 31.3366, 7.7255, 27.3446, 0.0006, 0.0012, -0.0034
O, -11.3531, -13.3877, 16.5259, 0.0015, -0.0006, -0.0015
O, 29.544, 17.3927, 23.4434, -0.0017, -0.0007, -0.0015
O, 29.4549, 23.9037, 14.7483, 0.0063, 0.0016, 0.0057
O, -1.2825, 17.6938, 17.7159, -0.0027, 0.0025, -0.0027
O, 51.5298, -10.209, 29.8334, -0.0078, -0.0054, 0.0025
O, -20.6185, 4.9724, 29.7888, -0.0055, -0.0004, -0.0059
O, 15.5037, 40.3873, 27.0249, -0.0005, 0.0029, -0.0003
O, 10.5892, -1.2131, 13.9846, 0.0005, -0.0053, 0.0003
O, -12.2485, 15.4214, 24.7835, -0.0006, 0.0009, -0.001
O, -13.7806, 20.4846, 22.8159, 0.0021, -0.003, -0.0002
O, -7.4706, -13.7851, 23.7971, -0.0023, 0.0019, -0.0006
O, 25.6312, 0.9165, 29.7449, -0.0024, 0.0014, -0.0003
O, 6.953, 3.5025, 19.5132, -0.0033, -0.0019, 0.0005
O, -2.5064, 4.9809, 19.238, -0.0057, -0.0077, -0.0049
O, 17.4895, 20.2436, 26.9045, -0.0006, 0.0001, -0.0021
O, 23.7756, 8.7936, 26.6075, -0.0001, -0.0025, -0.003
O, 45.6389, -4.2337, 20.29, -0.0104, 0.0116, 0.013
O, 21.1442, 23.0973, 22.4486, -0.001, -0.0007, 0.0001
O, 4.1942, -29.1382, 15.1574, -0.0012, 0.0051, 0.0176
O, 16.1368, 14.1831, 29.3879, -0.0001, -0.0047, 0.0028
O, 11.5872, 4.625, 18.826, 0.0164, -0.0087, 0.0025
O, 15.1186, 9.8094, 25.7599, -0.0027, -0.0016, -0.004
O, -2.8949, -19.3914, 16.0943, 0.0007, 0.0006, 0.0035
O, 23.2624, 15.4868, 27.2987, -0.0008, -0.0015, -0.003
O, 27.8783, 17.9435, 17.6912, 0.0025, -0.0003, 0.0005
O, 9.2392, 22.0761, 24.9097, 0.0009, 0, -0.0006
O, 12.8287, 21.7899, 18.6083, 0.0002, -0.0008, 0.001
O, 22.9472, 3.2919, 15.5689, 0.0061, 0.0038, 0.0053
O, 18.4713, 3.4829, 26.8638, -0.0023, 0.0003, -0.0051
O, -1.0862, -1.5616, 18.5546, -0.002, -0.0019, 0.0013

Results
free energy: -180322.716 eV
free energy less fixed offsets of O -568.88, Si -635.61 eV per atom: 7.084 eV

The program warned: the cutoff lies below the one the program advises for these potential files; the exchange-correlation potential is rough where the density is thin.
